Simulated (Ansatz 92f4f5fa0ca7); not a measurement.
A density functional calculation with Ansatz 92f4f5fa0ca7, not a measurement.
Periodic cell of 258 atoms, Si166O92, from a study of silicon, its oxide and their interface. The atomic structure is a simulated model.
Doubt: the cutoff is far below the 930 eV that the study's wrapper takes by default for these files, so forces and energies are approximate.

Settings
functional: PBE
potential files: Ansatz PAW
basis: plane waves
wave-function cutoff: 580 eV
density cutoff ratio: 5
exchange-correlation grid ratio: 1
k mesh: 1 x 1 x 1, Gamma-centred
self-consistency stop: 5e-08 eV per atom in the density residual
occupations: fixed
spin: none
net charge: 0

Cell vectors (angstrom)
a  10.938  0  0
b  0  10.938  0
c  0  0  37.3975

Atoms and the computed forces on them: element, x, y, z (angstrom), force x, y, z (eV/angstrom)
Si  0  0  0.683  0.0567  0.007  -0.0279
Si  5.469  0  0.683  0.0208  -0.016  0.0127
Si  2.7345  2.7345  0.683  0.0214  0.0339  0.0189
Si  8.2035  2.7345  0.683  0.0499  0.0338  -0.0032
Si  0  5.469  0.683  0.0158  -0.0243  0.0001
Si  5.469  5.469  0.683  0.0217  -0.007  -0.0182
Si  2.7345  8.2035  0.683  -0.0004  0.0164  -0.0068
Si  8.2035  8.2035  0.683  -0.0289  0.0296  0.0252
Si  1.3673  1.3673  2.0503  -0.1271  0.0137  -0.0374
Si  6.8362  1.3673  2.0503  -0.0006  -0.024  0.0988
Si  4.1018  4.1018  2.0503  -0.0774  0.1147  -0.0101
Si  9.5708  4.1018  2.0503  -0.0419  -0.1322  0.0487
Si  1.3673  6.8362  2.0503  -0.0065  0.0834  -0.005
Si  6.8362  6.8362  2.0503  -0.0441  -0.1828  -0.0321
Si  4.1018  9.5708  2.0503  -0.023  0.0045  0.1499
Si  9.5708  9.5708  2.0503  0.192  -0.1655  -0.1021
Si  2.7345  0  35.346  -0.0003  -0.0401  -0.065
Si  8.2035  0  35.346  0.2401  0.1133  0.0207
Si  0  2.7345  35.346  -0.0448  -0.1597  -0.0343
Si  5.469  2.7345  35.346  0.192  -0.1357  0.0701
Si  2.7345  5.469  35.346  0.0334  0.2196  0.3437
Si  8.2035  5.469  35.346  -0.1401  0.0669  -0.087
Si  0  8.2035  35.346  -0.0584  0.2325  0.1294
Si  5.469  8.2035  35.346  -0.0357  -0.038  0.1336
Si  4.1018  1.3673  36.7133  -0.0032  0.0084  0.0006
Si  9.5708  1.3673  36.7133  -0.0927  -0.0171  0.0448
Si  1.3673  4.1018  36.7133  0.0469  -0.0187  -0.03
Si  6.8362  4.1018  36.7133  -0.0764  0.0101  0.0121
Si  4.1018  6.8362  36.7133  -0.0078  -0.0111  0.0566
Si  9.5708  6.8362  36.7133  -0.0689  0.0232  -0.0074
Si  1.3673  9.5708  36.7133  0.0149  0.0007  0.0319
Si  6.8362  9.5708  36.7133  0.0192  -0.0576  -0.0307
Si  2.5891  -5.4956  29.8988  -0.0157  -0.0088  -0.0213
Si  7.4104  -3.8862  24.3726  0.0119  0.0086  -0.0363
Si  -1.2462  4.4904  28.5978  -0.0031  -0.0073  -0.048
Si  4.727  -1.6843  28.3753  0.0626  0.0355  -0.0151
Si  3.861  6.1206  25.2143  -0.0132  -0.0107  0.0036
Si  9.9309  10.6061  19.6962  0.0026  -0.0001  0.0153
Si  3.3496  11.4411  46.0663  0.2966  0.5044  -1.4148
Si  6.2906  8.9985  14.595  0.0093  0.0053  0.0096
Si  -0.0069  -2.8318  29.7653  0.01  0.0042  0.0022
Si  8.0731  1.6756  20.9169  -0.0025  -0.001  0.0085
Si  3.9652  6.7718  31.3345  0.002  0.0012  -0.01
Si  12.4178  9.5166  31.0588  -0.0232  -0.0091  0.0006
Si  0.5267  8.1973  21.2509  0.0058  0.0222  0.0249
Si  11.6656  10.0024  25.9236  -0.0208  -0.002  0.004
Si  6.8799  9.6405  31.1419  0.0162  0.0372  0.004
Si  14.8076  14.7968  28.7372  0.0229  0.0118  -0.0212
Si  0.0186  2.9476  29.7977  -0.0007  0.0003  -0.0049
Si  12.9627  1.7877  25.4043  -0.0046  0.0064  -0.0059
Si  -5.0972  2.3384  19.0951  0.0126  -0.0054  0.0083
Si  4.1258  1.4558  31.4322  -0.0135  -0.0088  -0.0292
Si  1.8449  2.4831  28.295  -0.0117  -0.0236  -0.0692
Si  6.7485  6.6075  28.7837  0.0295  0.0191  -0.0162
Si  -2.6602  5.5139  30.1039  0.019  0.0185  -0.0215
Si  7.3866  8.9842  19.2258  -0.0077  0.0069  0.0135
Si  8.233  0.1216  29.5941  -0.0217  0.0034  -0.0492
Si  12.2473  4.1442  31.3586  0.0135  0.0187  -0.0143
Si  2.9394  0.1498  29.9103  0.0036  0.0653  -0.0413
Si  6.8552  4.1105  31.3206  -0.0011  -0.0076  0.0263
Si  6.8817  11.5343  23.4886  0.0175  0.0038  -0.0166
Si  14.5549  7.9298  20.9798  -0.0004  0.0097  -0.0033
Si  0.639  6.0999  28.5472  -0.0184  0.0001  0.0279
Si  5.4876  7.9984  30.1164  -0.0082  -0.0068  0.0125
Si  0.0492  -0.0203  32.4547  -0.001  -0.0055  -0.0161
Si  5.5059  -0.0118  32.6227  0.0206  -0.0088  -0.0111
Si  2.6962  2.7882  32.7091  -0.0002  -0.0002  0.001
Si  8.267  2.7049  32.5813  0.0016  -0.0098  -0.0247
Si  -0.0156  5.5362  32.6932  0.0025  -0.0104  0.0064
Si  5.4403  5.4575  32.65  -0.0079  0.0032  -0.0063
Si  2.712  8.239  32.6397  -0.012  -0.0033  -0.0153
Si  8.188  8.3177  32.6301  0.0072  -0.0038  -0.0055
Si  1.3443  1.3344  33.9624  -0.0067  0.0053  -0.0192
Si  6.867  1.3691  33.9726  0.007  -0.0097  -0.0207
Si  4.1032  4.112  34.0329  -0.0034  -0.0053  -0.0206
Si  9.5694  4.1023  33.9893  0.0037  0.0074  -0.0173
Si  1.3784  6.8646  34.0184  0.0042  0.0097  -0.0136
Si  6.8346  6.8687  33.9668  -0.0039  -0.0005  -0.0189
Si  4.1232  9.5772  33.9851  -0.0094  -0.0058  -0.0041
Si  9.6159  9.6218  33.9578  -0.0073  0.0145  -0.0173
Si  2.7063  -0.0015  3.4178  0.003  -0.012  0.0027
Si  8.2322  -0.0135  3.4032  0.0102  0.0141  -0.0011
Si  -0.0083  2.7207  3.435  -0.001  0.0044  0.0027
Si  5.4501  2.7335  3.4093  -0.0003  -0.0064  0.0025
Si  2.7164  5.4723  3.4218  0.0041  -0.0053  -0.0017
Si  8.204  5.4574  3.4156  -0.0038  0.0082  0.0042
Si  -0.0118  8.1812  3.4379  -0.0017  -0.001  0.0063
Si  5.4507  8.1656  3.417  -0.0016  -0.0009  -0.0001
Si  4.0423  1.3998  4.7631  -0.0018  0.0118  0.0093
Si  9.6029  1.3071  4.8235  0.0061  -0.0076  0.0031
Si  1.3312  4.1305  4.7934  -0.0102  0.0012  0.0096
Si  6.8294  4.0907  4.769  0.0062  0.0016  0.0022
Si  4.0535  6.8338  4.8239  -0.0054  0.0053  0.0032
Si  9.5925  6.7677  4.8163  0.0023  0.0004  0.0046
Si  1.3463  9.5655  4.8098  -0.0038  0.0096  0.0037
Si  6.9162  9.4817  4.7093  -0.0021  -0.0168  0.0108
Si  0.032  -0.041  6.2759  -0.0022  -0.0132  0.0047
Si  5.4918  -0.0628  5.8956  -0.0446  0.005  0.0268
Si  1.1891  7.6608  13.4469  0.0087  0.0026  0.0073
Si  8.1897  2.6802  6.108  -0.0181  -0.0006  0.0057
Si  -0.0207  5.4201  6.2704  0.0032  -0.0028  0.0003
Si  9.5052  3.9524  7.5762  0.0027  0.0151  0.0088
Si  5.1685  13.233  8.6926  -0.0054  0.0181  0.0638
Si  8.2551  8.1253  6.1748  0.0047  0.0127  0.0007
Si  2.6868  2.8232  6.1763  0.0254  -0.0202  0.0137
Si  4.2005  -1.3174  7.3672  -0.0264  0.1271  0.1114
Si  5.4574  5.4581  6.1431  0.0092  -0.0053  0.0058
Si  15.0419  7.4437  10.3819  -0.012  -0.0194  -0.0178
Si  2.778  9.506  11.1005  -0.0001  -0.1304  0.172
Si  11.6451  4.0801  10.5656  -0.0125  0.0296  -0.0046
Si  2.9099  5.7446  8.9581  0.0207  -0.0145  0.0399
Si  9.5732  9.4651  7.6407  0.0056  0.005  -0.0026
Si  -2.1255  -0.2181  14.8051  -0.0049  0.0115  0.0005
Si  7.8596  -0.2805  8.7212  -0.0149  -0.0214  -0.0118
Si  0.5856  -2.2058  11.3555  -0.0153  -0.0237  -0.0167
Si  9.1543  0.9465  10.2418  -0.0043  -0.0165  -0.0217
Si  3.3473  9.7782  13.9395  -0.0121  -0.0156  -0.0011
Si  12.2418  6.871  7.6623  -0.0213  0.0204  -0.017
Si  -0.1167  6.0878  20.421  -0.0023  -0.0062  0.005
Si  10.4517  7.7794  24.2703  -0.0269  -0.029  -0.0373
Si  4.8752  5.6458  11.8496  0.0048  0.0049  -0.0195
Si  8.1877  2.5024  11.7446  -0.0084  0.0073  0.0238
Si  5.9001  4.441  24.4371  0.0212  -0.0217  -0.0267
Si  4.1192  4.1394  7.5696  -0.0162  -0.0085  -0.0013
Si  6.83  6.7857  7.5248  -0.0027  0.0018  0.0033
Si  9.7492  9.624  28.3669  0.0154  0.0129  -0.0282
Si  4.7412  13.2832  16.3388  0.0061  0.001  0.0006
Si  2.6774  8.2172  6.214  0.0019  -0.003  0.013
O  -25.738  -5.4097  24.8583  -0.0045  -0.0041  0.0044
O  -6.2449  19.654  21.9319  -0.0021  -0.0005  -0.0002
O  10.8515  -21.3368  18.6612  0.0028  0.0018  -0.002
O  -21.4523  11.7899  12.393  0.0011  -0.0108  -0.0048
O  -1.0741  29.6159  16.9889  0.0045  -0.0046  -0.0031
O  35.1294  15.2024  15.2196  -0.0023  -0.0011  0.0028
O  2.608  -31.5115  21.693  0.0001  0.0019  0.0032
O  5.533  22.8426  24.3271  -0.0204  0.0088  0.0133
O  -26.5125  49.6432  12.6313  -0.0179  -0.0051  0.0028
O  19.547  -3.981  11.669  -0.0033  -0.0111  -0.0008
O  3.8708  21.5605  19.8939  0.0003  -0.0029  0.0041
O  55.9888  -5.5705  20.023  -0.0071  0.0039  -0.0031
O  -8.0597  21.652  10.0125  -0.3119  -0.455  0.9893
O  -19.5727  12.6047  19.0962  -0.007  -0.0012  -0.0073
O  13.4008  5.3913  25.6946  -0.004  0.0283  0.0205
O  2.7717  3.9084  21.6977  0.0008  0.0035  0.001
O  11.1662  8.0671  22.848  -0.0136  -0.004  0.0186
O  17.7546  -1.0207  23.2541  0.0017  -0.0048  0.0022
O  -4.0586  14.3582  23.6187  -0.0161  0.0083  0.0001
O  21.1081  -16.6431  21.6867  0.0045  0.0093  -0.0076
O  -2.5451  -16.2958  16.8821  -0.0046  -0.0008  -0.0043
O  24.0041  19.4687  21.1919  -0.0294  -0.0067  -0.0072
O  -1.0756  27.9296  19.0877  -0.0037  -0.0028  -0.003
O  23.2777  13.5463  26.6891  -0.007  0.0145  -0.0061
Si  18.1407  30.1556  27.1777  -0.0101  0.0106  -0.0034
Si  31.8238  3.6964  22.2086  -0.005  -0.0139  0.0042
Si  18.2492  24.2119  14.59  0.0184  0.0018  -0.0046
Si  1.3966  -9.5171  7.6001  0.1292  -0.0361  0.0962
Si  -3.0238  16.0903  8.8662  -0.0037  -0.0206  0.0199
Si  16.38  17.3128  15.9455  -0.0197  0.0114  0.0164
Si  -3.3857  5.3963  15.4742  0.0124  -0.0184  -0.0063
Si  32.6098  -13.1576  16.05  -0.0008  0.0041  -0.0041
Si  12.2726  6.4581  26.3472  -0.0228  -0.0376  -0.0924
Si  9.3529  17.2303  10.3261  0.0148  0.0148  -0.0169
Si  -5.8549  12.6632  25.6952  0.012  -0.0162  0.0089
Si  16.5957  -5.9744  27.5582  -0.0423  -0.0326  -0.0337
Si  -0.2255  -8.4565  9.0364  -0.0086  0.0073  -0.0218
Si  13.8794  16.3374  14.2348  -0.003  0.0182  0.0068
Si  18.4985  -14.9917  12.9216  0.0129  0.0035  -0.0128
Si  -4.1837  12.1978  7.3168  0.0186  -0.0075  0.0118
Si  13.1776  10.2634  16.7113  0.0063  -0.006  -0.002
Si  -15.5743  19.6787  22.2313  -0.0011  0.004  0.0005
Si  8.9696  -4.2128  17.8916  0.0034  0.004  0.0107
Si  9.6264  1.3961  31.0656  0.0073  -0.0009  0.0102
Si  1.9551  -19.2187  22.3651  -0.0039  -0.0032  -0.0063
Si  5.4895  -19.1497  29.9999  -0.0203  -0.0203  -0.0299
Si  10.2471  -0.2865  11.9488  -0.0068  0.0338  0.028
Si  -8.1289  16.0009  20.5448  0.0007  -0.0034  -0.0024
Si  -13.6635  2.9231  24.5592  0.0196  -0.009  -0.0101
Si  -7.5724  12.1245  20.2408  -0.0041  -0.0021  0.0003
Si  10.6884  -2.9893  9.1881  -0.0052  -0.0151  0.0023
Si  12.2153  1.1161  17.9342  -0.0005  0.0101  0.0259
Si  -4.0325  -9.1736  28.2946  -0.0023  -0.0243  -0.0198
Si  24.409  -2.5201  26.1609  0.0297  0.0064  -0.0324
Si  5.6616  19.3474  8.8139  -0.007  0.0027  -0.031
Si  -6.1021  -6.1867  18.1435  -0.0055  0.0056  0.0067
Si  11.1537  13.3361  12.8785  -0.0193  0.005  0.0052
Si  23.7072  13.6982  15.5742  -0.0057  -0.0016  0.0009
Si  6.5635  14.5616  10.1888  0.0248  0.0083  -0.0303
Si  -1.3416  6.9568  31.36  -0.0065  0.0042  -0.0215
Si  -3.0348  3.6134  27.0739  0.0078  0.0087  0.0031
Si  26.3069  9.5651  18.7733  0.0037  0.0013  0.0037
O  -0.0101  -11.587  27.3856  0.0024  -0.0009  0.0121
O  -4.8913  -1.2847  18.571  -0.0018  -0.0027  -0.0068
O  46.4334  8.2941  13.7891  0.0046  0.0098  0.0054
O  8.6722  9.9396  18.8986  0.0008  0.0005  -0.0085
O  58.2106  -9.6008  25.8932  0  -0.0084  0.0018
O  6.7786  -23.2689  9.3976  0.0075  0.0136  0.0118
O  41.0865  6.3062  14.2791  0.0062  0.003  -0.0022
O  46.2156  -22.3005  15.093  0.0056  -0.0075  -0.0095
O  10.5302  -1.7288  25.0485  -0.0043  -0.0101  -0.0309
O  -21.1121  13.3026  14.4081  0.0025  0.0035  0.0001
O  25.9329  29.9874  19.4131  -0.0065  0.0009  0.0023
O  25.5591  9.7997  17.349  -0.0027  -0.0006  -0.005
O  37.4213  -28.8857  16.7302  0.0021  -0.0081  -0.0061
O  21.4481  16.1772  10.8738  -0.0044  -0.0053  0.003
O  14.2042  12.8699  15.7672  0.0012  0.001  -0.0006
O  16.1893  4.454  10.7964  -0.006  0.0099  0.001
O  27.0525  17.1679  17.5795  -0.0002  -0.0001  -0.0064
O  -10.768  6.5822  25.1728  0.0135  0.0276  0
O  -37.1636  7.3372  23.0034  0.0052  -0.0102  0.0167
O  4.7063  -19.7523  20.2522  0.0018  -0.0005  0.0014
O  9.9849  21.0944  15.7894  0.0017  -0.0026  -0.0008
O  19.4619  12.3001  15.1088  -0.0023  -0.0038  -0.0046
O  -2.1947  19.7326  27.3552  -0.0129  -0.0132  0.0088
O  27.815  34.0805  27.0014  0.002  -0.002  -0.0027
O  -25.8234  -13.8476  25.5859  -0.0051  -0.0019  -0.0269
O  -0.1704  31.3293  20.4759  0.0031  -0.014  0.0099
O  61.5856  19.2882  13.2108  -0.0037  0.0028  0.0017
O  42.3402  14.5225  23.8075  -0.0121  -0.0072  0.0041
O  1.0091  24.3133  16.9657  -0.0025  0.0068  -0.007
O  15.5317  -5.6134  23.9554  -0.0002  0.0021  -0.0013
O  7.1579  30.7045  20.8421  0.0024  -0.0018  -0.0043
O  49.7171  18.854  15.7553  -0.0013  -0.001  -0.0054
O  -7.6745  32.2555  12.4323  -0.0006  0.0067  -0.0278
O  1.085  -10.464  25.1732  0.0094  0.0118  0.0017
O  -14.1525  7.5277  18.5809  0.0005  -0.007  -0.0043
O  12.13  8.9962  16.849  0.0023  -0.0041  -0.0031
O  41.5424  24.9861  21.2999  0.0037  0.0042  -0.0043
O  12.5088  17.0249  13.6373  0.005  -0.0123  0.0033
O  12.0899  36.2032  11.9869  0.003  -0.0059  -0.0016
O  7.2929  1.7368  19.4853  -0.0056  0.0038  -0.004
O  -7.1217  4.9689  12.9137  0.0005  -0.0069  0.0058
O  -18.3354  -14.1415  24.9556  -0.0087  0.0056  0.0077
O  5.8351  34.8172  15.1981  -0.0059  0.0006  0.0007
O  64.2785  13.8422  12.6258  0.0039  -0.0075  0.0043
O  15.2449  -11.2034  29.0638  0.0079  -0.0186  0.0077
O  7.1329  34.9473  12.9686  -0.0032  0.0049  0.0033
O  3.5607  6.3235  21.2608  -0.0015  0.0044  0.0017
O  44.1236  13.7517  22.0076  0.003  -0.002  -0.0005
O  -23.5035  -32.1854  20.8521  0.0131  -0.009  -0.0065
O  26.8192  -26.8177  26.441  -0.0034  0.004  -0.0032
O  13.0192  4.7747  10.0323  0.0037  0.0092  -0.0168
O  -7.3594  4.6891  19.1575  0.0019  0.0012  -0.0041
O  16.1524  25.2502  25.5228  -0.0034  0.0055  0
O  19.8939  7.2613  23.992  0.0587  0.018  0.0054
O  2.1193  2.6113  23.9963  0.0015  0.0022  0.0035
O  17.8769  1.1986  21.9778  -0.0055  0.0008  0.0033
O  38.8794  25.8278  18.8763  -0.0074  0.001  -0.0029
O  18.3551  20.9246  15.1838  -0.0106  -0.0077  -0.0027
O  29.5847  -18.037  15.0321  -0.0018  0.0034  0.0046
O  19.0934  23.1333  24.3364  -0.0028  0.012  0.001
O  23.9395  -20.9798  28.7225  0.0006  -0.0108  0.0299
O  15.8586  9.8027  14.3046  -0.0052  0.0018  -0.002
O  27.1219  1.6213  17.7287  -0.0051  0.0029  -0.0074
O  -4.8364  9.477  27.4889  -0.0051  -0.0198  0.0165
O  47.7581  28.1271  15.1489  -0.0033  -0.0003  -0.0012
O  14.4082  19.7297  27.4498  -0.02  -0.0035  -0.0046
O  9.2103  -0.4877  13.2351  0.0128  -0.0023  -0.0156
O  21.9525  -2.879  14.5805  -0.0038  0.0013  -0.0049

Results
free energy: -157841.298 eV
free energy less fixed offsets of O -568.88, Si -635.61 eV per atom: 6.922 eV

The program warned: the cutoff lies below the one the program advises for these potential files; the forces do not sum to zero within the program's tolerance; the exchange-correlation potential is rough where the density is thin.
